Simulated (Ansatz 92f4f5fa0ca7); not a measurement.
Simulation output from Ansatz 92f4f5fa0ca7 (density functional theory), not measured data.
Periodic cell of 408 atoms, Si264O144, from a study of silicon, its oxide and their interface. The atomic structure is a simulated model.
Doubt: the cutoff is far below the 930 eV that the study's wrapper takes by default for these files, so forces and energies are approximate.
This geometry differs little from another in the collection (a relaxation step or a small displacement).

Settings
functional: PBE
potential files: Ansatz PAW
basis: plane waves
wave-function cutoff: 580 eV
density cutoff ratio: 5
exchange-correlation grid ratio: 1
k mesh: 1 x 1 x 1, Gamma-centred
self-consistency stop: 5e-08 eV per atom in the density residual
occupations: fixed
spin: none
net charge: 0

Cell vectors (angstrom)
a	15.4687	0	0
b	0	12.8259	0
c	0	0	36.4018

Atoms and the computed forces on them: element, x, y, z (angstrom), force x, y, z (eV/angstrom)
Si	0.0283	1.1592	33.7502	0.0026	-0.0024	-0.0024
Si	3.8519	1.1947	33.7254	0.0093	-0.0048	-0.0021
Si	7.7312	1.141	33.7864	-0.003	-0.0097	0.006
Si	11.6058	1.1793	33.7029	0.0131	0.0143	-0.0009
Si	1.9619	7.5765	33.743	-0.0045	-0.0038	-0.001
Si	5.8092	7.5898	33.79	-0.0077	-0.0176	-0.0034
Si	9.6283	7.5697	33.6459	-0.0007	-0.0145	-0.0093
Si	13.5235	7.5726	33.6623	-0.0022	-0.0008	-0.0043
Si	1.9336	5.247	34.1349	0.1955	0.0788	-0.1796
Si	5.8008	5.247	34.1349	0.1156	0.1483	-0.3621
Si	9.6679	5.247	34.1349	0.2691	-0.0898	0.0277
Si	13.5351	5.247	34.1349	-0.3245	-0.182	-0.142
Si	0	11.6599	34.1349	0.2496	0.1508	0.38
Si	3.8672	11.6599	34.1349	-0.2197	0.0907	-0.3642
Si	7.7343	11.6599	34.1349	-0.0223	-0.0346	0.219
Si	11.6015	11.6599	34.1349	-0.1127	0.1651	0.1117
Si	0	4.664	35.3716	0.0267	-0.0459	-0.1185
Si	3.8672	4.664	35.3716	-0.0367	-0.0667	-0.0664
Si	7.7343	4.664	35.3716	-0.0305	-0.0404	-0.0924
Si	11.6015	4.664	35.3716	0.0191	0.1916	0.1098
Si	1.9336	11.0769	35.3716	-0.0796	-0.0298	0.0165
Si	5.8008	11.0769	35.3716	0.0824	-0.081	-0.0693
Si	9.6679	11.0769	35.3716	0.0078	-0.0159	0.0145
Si	13.5351	11.0769	35.3716	-0.0258	0.0015	-0.0285
Si	0	2.332	35.7838	-0.0008	0.0421	0.163
Si	3.8672	2.332	35.7838	-0.0436	0.0201	0.1304
Si	7.7343	2.332	35.7838	0.0674	0.0793	0.3343
Si	11.6015	2.332	35.7838	0.0447	-0.0213	-0.0755
Si	1.9336	8.745	35.7838	0.104	0.0653	0.1167
Si	5.8008	8.745	35.7838	-0.0257	0.1746	0.4994
Si	9.6679	8.745	35.7838	-0.0509	-0.0708	-0.378
Si	13.5351	8.745	35.7838	-0.0933	-0.0869	-0.2875
Si	1.9336	1.749	0.6188	-0.0015	0.0732	0.0319
Si	5.8008	1.749	0.6188	0.0373	0.0482	0.0028
Si	9.6679	1.749	0.6188	-0.0256	0.015	0.0285
Si	13.5351	1.749	0.6188	-0.0791	0.0094	0.0062
Si	0	8.162	0.6188	0.0468	-0.0903	-0.0554
Si	3.8672	8.162	0.6188	-0.0088	0.0822	0.012
Si	7.7343	8.162	0.6188	-0.0341	-0.0586	0.0126
Si	11.6015	8.162	0.6188	0.02	-0.1468	-0.052
Si	0	5.83	1.031	-0.0235	0.003	0.0039
Si	3.8672	5.83	1.031	0.0274	-0.0714	-0.074
Si	7.7343	5.83	1.031	0.0054	-0.0342	-0.015
Si	11.6015	5.83	1.031	0.007	-0.1336	-0.0373
Si	1.9336	12.2429	1.031	0.074	0.0266	0.0262
Si	5.8008	12.2429	1.031	-0.0459	0.0978	0.0579
Si	9.6679	12.2429	1.031	-0.0206	0.037	0.0496
Si	13.5351	12.2429	1.031	0.0263	0.0944	0.0964
Si	1.9336	5.247	2.2678	0.1657	-0.0717	-0.3425
Si	5.8008	5.247	2.2678	-0.0675	-0.0794	-0.4505
Si	9.6679	5.247	2.2678	0.0092	-0.3825	-0.6459
Si	13.5351	5.247	2.2678	0.0076	-0.3602	-0.6072
Si	0	11.6599	2.2678	-0.0789	0.0803	0.4025
Si	3.8672	11.6599	2.2678	-0.0893	-0.06	-0.0933
Si	7.7343	11.6599	2.2678	0.0747	0.0336	0.339
Si	11.6015	11.6599	2.2678	-0.1132	0.0803	0.6125
Si	1.9336	2.915	2.68	0.0031	-0.0106	0.0036
Si	5.8008	2.915	2.68	-0.013	0.0035	0.0005
Si	9.6679	2.915	2.68	0.0485	-0.1262	-0.031
Si	13.5351	2.915	2.68	0.0608	-0.1171	-0.0238
Si	0	9.328	2.68	-0.0471	0.1838	0.2734
Si	3.8672	9.328	2.68	-0.004	-0.1235	-0.2992
Si	7.7343	9.328	2.68	0.0294	0.2011	0.3115
Si	11.6015	9.328	2.68	-0.032	0.1847	0.3677
Si	7.5148	0.1987	17.1814	0.0105	0.0037	0.0047
Si	1.5994	4.2547	27.8183	-0.0085	0.0015	-0.011
Si	8.3315	-1.4978	21.9473	0.0026	0.0018	0.0011
Si	17.4912	-2.7142	24.9458	0.0016	0.0047	-0.0031
Si	7.8374	5.0908	30.937	-0.0484	-0.1631	-0.155
Si	4.0553	10.5825	22.8274	0.0015	0.0041	-0.0001
Si	13.6632	8.8109	29.5339	0.0195	-0.0056	-0.0023
Si	15.8159	12.2249	21.5184	0.0081	0.0033	0.0007
Si	-3.6162	4.8879	19.4325	0.0004	-0.0002	-0.0008
Si	4.2361	8.1205	24.5072	0.0025	0.0061	0.0015
Si	5.7048	3.1159	26.2467	0.0017	-0.0078	0.0002
Si	18.4305	-1.7845	19.9847	-0.0024	-0.0016	0.0026
Si	-0.269	11.4959	23.8754	0.0047	-0.0012	-0.0035
Si	11.6378	14.4109	29.5356	0.0053	0.0031	0.0111
Si	4.3925	6.8584	30.6333	-0.0252	-0.0168	0.008
Si	12.5642	10.2994	22.9345	0.0008	0.0004	-0.0036
Si	1.8907	0.6861	30.4968	0.0051	0.007	0.0103
Si	-0.032	1.2732	29.1755	-0.0017	-0.007	-0.0072
Si	4.7278	-1.2669	28.2676	0.0225	0.0108	-0.0108
Si	15.0714	3.6539	28.8829	-0.0037	0.004	-0.0068
Si	-4.6732	8.0882	22.7468	-0.0008	0.0035	-0.0014
Si	0.6505	7.1395	20.8616	0.0047	0.0118	0.0011
Si	8.3568	10.7804	25.1023	-0.0022	0.0048	0.0065
Si	14.6895	12.5731	26.6695	0.0021	-0.002	0.0006
Si	3.5792	3.1186	28.5791	0.0171	-0.0033	-0.0073
Si	8.322	3.9226	27.5051	-0.0338	0.0274	0.1027
Si	9.6975	-1.8792	30.7875	-0.0017	0.0015	-0.005
Si	11.3491	5.56	29.1021	0.0023	-0.0027	-0.0315
Si	0.8411	4.8199	24.9353	-0.0121	0.0001	0.0015
Si	3.9656	4.4932	30.6772	-0.0115	-0.0149	0.0092
Si	13.7336	9.6054	27.3218	-0.0066	0.001	0.0305
Si	15.4409	7.265	30.3541	-0.0132	0.0025	0.0015
Si	-2.2268	4.7974	27.7378	-0.0244	-0.0003	0.0238
Si	5.9066	0.8619	30.5604	0.0061	0.008	0.0172
Si	9.2174	3.987	24.6518	0.0029	0.0071	-0.0124
Si	13.5562	0.4585	30.3901	-0.0036	0.0005	0.0096
Si	-4.6929	10.4837	27.1639	-0.0023	-0.008	0.0088
Si	1.9002	7.2891	28.9091	-0.0089	0.0007	-0.0047
Si	9.7543	13.3289	30.4683	0.0026	-0.008	0.001
Si	11.5718	7.7879	29.9887	-0.0073	0.0032	0.0095
Si	-0.1086	4.8578	30.8636	0.0034	0.0093	0.0074
Si	-2.1488	5.7784	16.9764	-0.0009	0.0086	-0.0093
Si	6.8249	7.2183	30.496	0.0177	0.0576	0.0115
Si	11.5825	3.8642	30.6912	0.0021	-0.0005	-0.019
Si	1.8175	11.1888	30.8117	-0.0031	0.003	0.0018
Si	5.8674	11.3483	30.9288	-0.0052	-0.0096	-0.0009
Si	7.8988	13.9743	29.2042	-0.0118	0.0284	-0.0197
Si	13.5284	10.8717	30.8573	-0.0051	0.0036	-0.0062
Si	1.9404	4.2004	31.9921	-0.0048	0.0086	0.0001
Si	5.8827	4.1026	32.0095	0.0297	0.0264	0.0253
Si	9.6574	4.048	32.0996	0.0126	0.0101	0.0345
Si	13.5254	4.0087	32.0811	0.0112	-0.0069	0.0069
Si	-0.0051	10.4963	32.1283	0.0013	-0.0003	0.0088
Si	3.8634	10.5346	31.9899	0.0085	0.0073	-0.0033
Si	7.7585	10.5438	32.0696	0.0056	0.0034	0.0257
Si	11.5872	10.4643	32.1209	0.0019	0.0023	-0.001
Si	1.9188	1.8686	32.515	0.0003	-0.0026	0.0008
Si	5.8344	1.8604	32.6266	-0.0202	-0.0004	0.0005
Si	9.6007	1.7016	32.5177	-0.014	0.003	-0.0057
Si	13.6032	1.6565	32.4732	-0.0054	0.0006	-0.0064
Si	0.0552	8.1853	32.5202	0.0017	-0.003	-0.0003
Si	3.9149	8.168	32.5422	0.0022	-0.0004	0.0195
Si	7.6384	8.2356	32.4654	-0.0006	0.0726	0.0178
Si	11.5648	8.1299	32.3904	0.0037	0.001	-0.0104
Si	0	2.332	3.9167	-0.0155	-0.2257	-0.371
Si	3.8672	2.332	3.9167	0.0845	0.1456	-0.6334
Si	7.7343	2.332	3.9167	-0.0401	-0.0925	0.2149
Si	11.6015	2.332	3.9167	-0.1983	-0.1275	0.2813
Si	1.9336	8.745	3.9167	0.4694	0.4191	0.1485
Si	5.8008	8.745	3.9167	-0.5174	0.5181	0.1978
Si	9.6679	8.745	3.9167	-0.0764	-0.3414	0.1734
Si	13.5351	8.745	3.9167	0.1452	-0.4059	0.0517
Si	1.9887	6.4429	4.2726	-0.0046	-0.0079	0.0058
Si	5.7845	6.4409	4.2582	-0.0012	-0.008	0.0041
Si	9.6749	6.4195	4.2204	0.0008	0.0051	0.0041
Si	13.5539	6.399	4.2374	0.0027	0.0021	0.003
Si	-0.0057	12.8124	4.4083	0.0032	0.0078	0.0016
Si	3.8313	12.8715	4.2869	-0.0004	-0.0065	0.0024
Si	7.6929	12.8006	4.3966	-0.0037	0.0019	0.0002
Si	11.5533	12.8226	4.4407	0.0038	-0.0004	0.0009
Si	0.0667	5.8947	5.4351	0.0062	0.0003	-0.0071
Si	3.8992	5.8288	5.4841	0.0052	0.0037	-0.0239
Si	7.7144	5.9082	5.418	-0.0036	-0.0063	-0.0059
Si	11.601	5.8229	5.4489	-0.0064	-0.0128	-0.0065
Si	1.9917	12.2501	5.6139	-0.002	0.0063	0.0068
Si	5.6828	12.2892	5.5791	0.0029	0.0089	-0.0018
Si	9.5801	12.5119	5.8342	-0.0041	-0.005	0.0047
Si	13.5166	12.4905	5.7766	-0.0051	0.0035	0.0041
Si	-0.0182	3.5859	5.8691	0.0072	-0.0004	0.0129
Si	3.8449	3.5207	5.8858	0.0025	0.0106	0.0115
Si	7.6979	3.6355	5.9285	0.0006	0.0126	0.0005
Si	11.5066	3.5575	5.9803	0.0015	-0.0003	0.0004
Si	2.6115	9.9641	5.9024	0.0065	-0.0012	-0.0051
Si	5.1038	9.964	5.9247	-0.0052	-0.0056	-0.008
Si	9.6937	8.6324	6.3113	0.0084	-0.0008	0.0037
Si	13.5737	8.691	6.2828	-0.0289	-0.0024	-0.0043
Si	1.884	2.9448	7.058	-0.0016	-0.012	-0.0027
Si	5.7691	3.1758	7.1881	-0.0052	-0.0029	0.0033
Si	5.7673	0.1177	10.8439	-0.0085	0.0022	0.0018
Si	13.521	3.2216	7.114	-0.0073	-0.0043	-0.0075
Si	-3.8291	10.9508	8.5923	-0.005	-0.0006	-0.0184
Si	3.2011	15.5215	9.9912	-0.0131	-0.0228	-0.0221
Si	5.7087	4.8993	8.8914	0.0016	0.0107	-0.0232
Si	15.4639	4.6671	13.648	-0.0026	-0.0073	-0.0759
Si	0.149	5.1376	16.5171	-0.0028	-0.0082	0.0086
Si	2.5432	4.5194	8.6327	0.0508	-0.0131	0.0064
Si	7.8517	7.3993	7.2324	-0.0101	0.0081	0
Si	11.6256	7.5014	9.3849	0.0047	-0.011	-0.0054
Si	-0.0319	13.0925	8.8952	-0.0023	-0.0041	0.0002
Si	5.7078	13.6747	7.5228	-0.0068	-0.0055	0.0006
Si	2.6895	10.4547	14.5704	0.0016	-0.0001	0.0025
Si	11.4497	13.2617	8.8963	0.0002	-0.0021	0.0284
Si	6.2442	9.0941	7.8446	0.0023	-0.0125	-0.0114
Si	6.0699	12.7084	15.3822	-0.0038	-0.0012	-0.0078
Si	7.3907	0.0967	8.9539	0.0097	0.0013	-0.0141
Si	13.0879	6.2498	12.1692	0.0281	0.0085	-0.0058
Si	-5.9128	16.0819	7.3364	0.0038	0.0036	0
Si	1.7754	19.0012	10.155	0.0378	0.0016	-0.0191
Si	13.5903	10.7113	7.3254	0.0063	0.0006	0.0116
Si	11.6582	7.5786	7.0272	0.0066	0.0173	-0.0056
Si	1.5509	9.1631	7.8819	-0.0116	-0.0041	0.0036
Si	-1.5985	4.3353	9.1074	0.0357	0.0054	-0.0026
Si	13.472	1	7.7338	0.002	0.0082	-0.002
Si	17.4399	0.6161	7.6999	-0.0016	0.0055	-0.0074
Si	6.8927	5.1117	21.5087	0.0039	0.0007	0.0015
Si	4.5732	4.2767	10.9468	-0.0111	0.0039	0.051
Si	8.9445	5.6465	-7.5566	0.0433	0.0244	-0.0032
Si	3.9958	13.5171	9.1087	0.0038	0.0098	-0.0079
Si	2.595	5.1906	12.1311	-0.0381	-0.0459	0.0134
Si	3.1179	7.8726	9.1805	-0.0054	-0.0097	0.0001
Si	5.9202	4.0937	12.8315	-0.0063	-0.0116	0.0014
Si	9.7147	-2.1531	7.3062	0.0071	0.0033	-0.0056
Si	5.1287	10.1483	13.8198	0.0116	-0.0113	-0.0067
Si	7.8489	6.0379	9.1771	-0.0046	0.0035	0.012
Si	9.4187	13.8155	7.8613	-0.005	-0.0032	0.0054
Si	15.434	7.5089	7.147	0.0235	-0.0073	0.0229
Si	-4.1705	0.3881	11.2184	0.0035	-0.0015	-0.0309
Si	-2.2592	-4.1278	17.9068	-0.0033	0.016	0.0111
Si	13.7914	7.5662	10.3902	0.0078	0.0116	-0.0005
Si	10.0455	-2.4092	11.9262	-0.0184	0.0094	0.032
Si	-4.9198	9.4979	14.9161	0.0102	0.0055	-0.0048
Si	-0.0231	10.3842	12.9686	-0.0031	-0.0102	-0.012
Si	7.8368	10.6233	8.7062	-0.0005	0.0026	0.0097
Si	7.991	9.7493	10.9327	-0.0033	-0.0052	0.0004
O	6.2257	26.9568	23.3737	0.0023	0.0042	0.0094
O	10.4045	-4.1448	21.2736	0.0003	0.0002	0.0027
O	36.0344	13.9382	21.0453	-0.0036	0.0022	-0.0049
O	0.3853	6.3514	25.3465	0.0044	0.0027	-0.0005
O	-2.3359	31.0938	20.2771	0.0068	0.0038	0.0021
O	22.7935	-11.06	17.6546	0	-0.0042	-0.0016
O	21.3063	21.5948	14.4042	-0.0116	0.0241	-0.0066
O	34.3516	20.3935	29.4881	0.0197	0.0013	-0.0012
O	34.0383	14.5007	15.1536	0.0006	0.013	0.0091
O	45.222	18.509	22.589	-0.0043	0.0099	0.0109
O	1.7492	27.95	10.7544	-0.0034	0.0085	0.0092
O	-3.8941	13.9284	21.0722	0.0007	0.0077	-0.0037
O	13.8382	6.1797	27.0509	0.016	0.0175	-0.011
O	15.9179	18.3901	14.9514	0.0072	-0.0018	-0.0204
O	14.769	36.8661	20.7456	-0.0043	-0.0026	0.0012
O	30.8768	13.815	21.2989	-0.0002	0.0033	-0.0001
O	17.039	-2.7646	13.3744	0.0026	0.0047	0.004
O	9.6265	12.1743	21.4497	0.0002	0.0039	0
O	14.4153	-7.2852	12.7832	0.0213	-0.051	0.0456
O	25.7426	12.054	11.8102	0.014	0.0099	-0.014
O	10.8702	13.3762	23.5415	-0.0017	0.0015	0.0086
O	-8.0078	6.0304	22.7377	0.002	-0.0012	-0.0003
O	8.0316	17.8081	20.3255	-0.0001	-0.0007	-0.0002
O	25.1418	3.756	13.2873	0.0022	0.0064	0.0027
O	35.1185	11.8655	19.2054	0.0044	0.0024	-0.0045
O	-0.8125	34.2473	26.4132	0.0078	-0.0009	-0.0118
O	3.385	17.1387	15.2518	-0.0023	-0.0102	0.0232
O	1.7145	-5.7937	22.1061	-0.0035	0.0003	-0.0014
O	4.4135	16.2295	27.1709	-0.0127	0.0018	0.0019
O	-13.5556	5.8487	28.1434	0.0012	0.0021	0.0032
O	40.0631	25.6481	17.2326	-0.0075	0.0007	-0.0004
O	6.2216	1.5646	26.3287	-0.0096	0.0053	-0.0055
O	3.8594	19.54	23.7554	-0.0025	-0.0029	-0.0008
O	10.7813	14.5894	11.9664	0.0012	-0.0005	0.0078
O	-11.6884	10.2636	27.9974	-0.0072	-0.0102	0.0035
O	-2.503	29.3498	26.5295	0.0023	-0.0005	-0.012
O	5.4935	5.6939	20.8975	-0.0065	0.0026	-0.0029
O	24.1124	-7.9389	15.4867	0.0024	-0.0024	0.0037
O	17.1084	-21.5306	26.1732	0.0058	-0.0017	0.0083
O	16.0299	-2.7207	24.2196	-0.0016	0.0017	0.0018
Si	14.5807	5.2863	21.0271	-0.0106	-0.0045	-0.003
Si	12.9995	0.452	15.4873	-0.0003	-0.0031	0.0007
Si	44.3168	16.4815	24.9387	-0.0008	0.0077	0.0097
Si	19.5024	18.9937	7.7922	0.0064	0.0023	0.0194
Si	8.5267	6.2314	23.9801	-0.0015	0.0091	0.0018
Si	11.0087	12.775	22.0352	-0.007	-0.0023	-0.0029
Si	18.2354	-6.8642	22.772	0.0048	-0.0009	-0.0004
Si	15.0559	15.0211	20.2291	-0.0017	-0.002	0.0007
Si	7.3377	6.1022	12.892	-0.0125	0.0225	-0.017
Si	23.1958	18.3779	16.67	0.0029	0.0074	-0.0016
Si	11.7313	5.1845	9.9583	0.0077	0.0173	0.0371
Si	27.4364	1.8914	19.7246	-0.0018	-0.0004	-0.0012
Si	9.3287	5.2007	14.0002	0.0036	0.0016	0.0062
Si	13.6017	10.3038	15.4117	-0.0029	0.0047	0.0026
Si	15.3325	10.6911	8.9412	-0.003	0.0093	-0.0139
Si	1.9652	26.2486	15.6277	-0.0013	0.0083	-0.0032
Si	3.9294	5.1493	20.8626	0.0016	0.0029	0.0018
Si	14.3347	9.6449	20.7142	-0.0183	-0.0155	-0.0059
Si	11.281	-6.285	14.5352	0.0115	0.0049	-0.0109
Si	17.8367	6.5436	18.4337	0.0026	0.0058	0.0015
Si	9.8431	9.2693	29.0193	-0.0065	-0.0044	0.0118
Si	19.3838	0.8379	29.2826	-0.0025	-0.0058	0.0081
Si	21.6677	2.9396	17.6459	0.0025	0.0053	0.0045
Si	9.5405	4.3784	9.4598	-0.0096	-0.0035	-0.0008
Si	11.8513	9.6257	10.5448	0.0543	-0.0103	0.0024
Si	15.1616	6.2859	9.1285	-0.101	0.0333	-0.0171
Si	23.4115	-5.0304	28.4263	0.019	-0.0169	-0.0078
Si	-0.4609	2.4361	15.536	0.0003	-0.0083	0.0007
Si	21.3124	13.0938	22.194	-0.0052	-0.0042	-0.0005
Si	22.2239	12.8847	26.6263	0.0123	0.0006	0.0171
Si	29.5272	0.3586	12.5865	0.0011	0.0082	0.0022
Si	3.5966	2.9312	16.066	-0.0027	0.003	-0.0119
Si	9.0975	-3.8636	20.3307	0.0002	0.0018	0.0001
Si	19.8728	15.08	20.148	-0.0009	0.0005	0.0024
Si	6.1116	7.1667	14.6113	0	0.0037	-0.0086
Si	26.2069	0.0826	17.4102	0.0059	-0.0006	-0.0051
Si	-6.0614	15.4654	12.1236	-0.0061	-0.0027	-0.0033
Si	8.9313	18.895	19.4751	-0.0009	0.0038	-0.0008
Si	18.6787	9.3403	17.4843	-0.0049	0.0038	-0.0017
Si	5.7969	10.5678	11.4989	0.0071	-0.0073	-0.0014
Si	20.566	-1.2491	17.8666	-0.004	-0.003	0.0044
Si	20.6849	8.7213	9.9969	-0.0031	0.0042	0.0129
Si	11.2675	1.8082	24.4897	0.0056	-0.0054	0.0014
Si	14.3358	9.7414	10.9079	-0.0392	-0.0252	-0.003
Si	6.491	2.8858	23.5677	-0.0047	0.0016	-0.0006
Si	6.4936	-11.1196	12.7577	-0.0014	0.0124	0.0072
Si	2.177	10.0469	27.8801	-0.0017	0.0051	-0.0007
Si	13.0104	6.1813	23.466	0.0059	-0.0001	0.0144
Si	7.1703	7.4842	10.8991	0.0089	-0.0085	0.015
Si	22.4394	8.0384	26.0873	-0.0083	0.0087	0.0258
Si	17.5359	1.8027	18.3055	0.0022	-0.0034	-0.0061
Si	10.4747	-2.8144	17.7318	0.0022	0.0022	0.0021
Si	4.0817	17.945	14.0011	0.0333	-0.0058	-0.0222
Si	15.6171	1.9561	10.5456	0.0118	-0.002	-0.0008
Si	11.7253	0.7015	27.2917	0.0034	0.0037	0.0128
Si	14.4847	-5.7367	25.8506	-0.0096	-0.0104	0.0045
O	22.6138	-0.4633	21.5957	0.0038	-0.0005	-0.0048
O	38.8748	15.8855	24.2555	-0.0035	0.0031	0.0001
O	21.9875	3.6361	22.122	-0.0012	0.0003	-0.0002
O	28.6496	26.4004	13.9008	0.0042	0.0005	-0.0087
O	9.7928	23.4142	25.8522	0.0039	0.0042	-0.0064
O	15.6965	13.3959	27.6684	0.0028	0.0039	0.004
O	8.5349	10.843	23.4889	0.0033	-0.0004	-0.0068
O	9.4346	-3.1409	18.915	0.0012	0.0002	-0.0018
O	16.1322	2.1683	19.0148	0.0015	0.0024	-0.002
O	20.2535	-16.4187	23.4162	-0.0006	0.0004	0.0001
O	5.1558	15.4938	16.4281	-0.0113	0.0037	-0.0074
O	-1.7986	-16.2838	19.2827	0.0185	-0.0031	0.0039
O	13.5615	7.1241	17.8809	0.002	0.0012	0.0055
O	17.2466	24.7919	20.6788	0.0004	0.002	-0.0002
O	27.6768	-5.7554	13.2802	-0.0029	-0.0161	0.0136
O	12.1931	9.746	26.7295	0	0.0088	-0.0067
O	9.7602	-2.7775	16.2478	-0.0002	0.0018	0.0008
O	13.7718	-0.9507	15.8239	0.0008	-0.0051	-0.0013
O	5.8447	10.9083	29.3049	-0.0138	-0.0061	-0.0109
O	-4.358	-0.7962	27.6328	0.0036	0.0015	-0.0071
O	45.5182	9.8022	14.2243	0.0008	0.0023	0.0046
O	-3.867	-3.9874	17.7243	0.0127	0.0005	0.0047
O	17.9796	22.4655	16.0145	0.0004	0	0.005
O	-7.1797	2.5831	28.4647	0.0076	-0.0374	0.0216
O	28.333	-0.0465	11.5398	0.0018	-0.002	0.0099
O	-0.4894	3.8731	24.6826	0.0049	0.0021	-0.0022
O	19.0559	48.723	21.2866	-0.0012	0.0022	-0.0024
O	8.0711	-2.8652	21.0947	-0.0005	-0.0013	-0.0031
O	24.158	6.0783	17.8669	-0.0003	0.0003	-0.0023
O	23.2172	6.8127	25.3051	0.0053	-0.0076	-0.0101
O	22.1612	11.929	18.1705	0.0028	0.005	-0.0037
O	11.4078	22.1801	23.6078	0	0.0005	0.0011
O	13.2585	0.5262	26.7333	-0.0057	0.0042	-0.0046
O	-4.0638	-9.4222	19.9124	0.0018	0.0021	0.0011
O	27.4915	-1.2963	22.042	0.0059	-0.002	-0.0019
O	6.8298	6.7882	16.0611	-0.001	-0.0004	0.0054
O	-3.102	17.6093	17.8806	-0.003	-0.0018	0.0043
O	20.0441	19.3875	14.61	0.0041	-0.0087	-0.0022
O	9.4152	16.698	26.2779	0.0106	0.0118	0.0054
O	6.0459	-1.5235	14.5602	0.0017	0.0046	0.0106
O	20.8647	3.4511	24.6641	-0.0048	0.0048	-0.0096
O	14.6899	3.3297	14.2011	0.0284	0.0305	-0.0169
O	27.5013	17.9146	11.6135	0.0059	0.0002	-0.0103
O	4.8024	12.5302	16.5169	0.0058	-0.0024	-0.0041
O	30.7677	-0.2586	25.1365	-0.0015	0.0013	0.0063
O	-1.9833	7.2662	24.5759	-0.0055	-0.0143	-0.0044
O	8.428	20.3397	20.0438	-0.0002	-0.0005	-0.0002
O	15.1434	11.9979	12.8688	-0.0031	0.0152	0.0017
O	13.631	-1.8541	23.958	-0.0035	0.0001	-0.0018
O	29.9393	11.0623	27.2496	-0.0003	-0.0024	-0.004
O	15.091	3.707	20.9046	0.0018	0.0079	0.0007
O	22.2776	-8.418	17.3667	-0.0012	-0.0005	0.0015
O	27.8678	-6.7951	15.6349	-0.0061	-0.0003	0.0076
O	27.9701	4.8588	24.2566	0.0059	0.0059	-0.0166
O	26.3752	1.3692	26.0283	-0.0033	-0.0004	-0.0085
O	4.9689	-0.9186	22.8392	-0.002	-0.0007	0.0014
O	16.8669	5.7084	17.4099	-0.0033	-0.0015	-0.0024
O	-7.7825	12.8944	27.9682	-0.0011	-0.0124	-0.0074
O	13.6893	1.7446	16.2153	0.0129	0.0092	-0.0053
O	-0.5182	14.4025	11.9966	-0.0068	-0.0018	0.0035
O	15.5437	-4.1797	21.0727	-0.0156	0.0031	-0.0012
O	10.4738	7.8743	15.0423	0.0052	-0.0022	-0.0002
O	29.0584	14.7379	19.5701	-0.0002	0.0013	0.0013
O	1.303	4.2845	12.7403	-0.0582	0.0972	0.0286
O	12.86	-23.4273	24.3414	-0.0015	0.0004	0.0002
O	21.5127	13.8739	14.2163	-0.0023	-0.0072	0.0108
O	17.3685	13.3483	17.2792	0.0019	0.0101	0.0042
O	25.3478	10.0074	13.524	0.0014	0.0014	-0.0111
O	17.2602	-2.0832	26.4443	-0.0024	0.0005	0.0036
O	13.2705	9.2932	21.8823	0.0162	0.0051	-0.0277
O	17.896	35.6746	18.7894	0.0026	0.0041	0.0006
O	11.4365	26.0106	15.9497	-0.0034	0.0004	0.0044
O	49.3012	-1.8046	23.8996	-0.0002	0.0003	0.0007
O	8.1497	1.6696	12.5649	0.0114	-0.0001	-0.0021
O	34.1808	20.5343	17.6708	0.0002	-0.0008	-0.0004
O	7.6514	25.0388	25.4562	0.003	0.0015	-0.0065
O	16.819	-5.514	19.4142	-0.0055	0.0022	0.0065
O	22.3139	16.9494	26.8252	0.0104	0.0113	0.0012
O	11.8427	-5.979	22.5684	0.003	-0.0005	0.0021
O	1.8545	17.7176	23.6509	0.0024	0.0039	-0.0011
O	2.8138	8.6897	25.1123	-0.0002	-0.0045	0.0039
O	9.0303	3.3372	10.6834	0.0013	0.0049	-0.0044
O	9.5319	7.4524	23.5483	-0.0005	-0.0029	0.0016
O	12.0758	10.056	14.9177	0.0004	-0.0021	0.0019
O	10.5419	18.6646	19.6768	0.0001	0.0011	-0.0008
O	33.6478	15.8577	17.4318	-0.0011	-0.0029	0.0015
O	20.199	10.0103	17.4623	0.004	0.0065	0.0007
O	3.1453	27.1482	19.467	-0.0061	0.0028	-0.0081
O	16.0021	14.0326	15.1258	0	0.0062	0.0028
O	5.4524	15.7279	19.0832	0.0005	0.0011	0.003
O	32.664	21.3109	27.803	0.0028	-0.0032	-0.001
O	3.3206	-7.2355	19.3761	0.0015	-0.0017	0.002
O	16.9748	23.4977	29.2352	-0.0042	-0.0047	-0.0062
O	26.6788	11.4514	17.9918	-0.0022	0.002	0.0011
O	20.8295	-4.9406	25.6868	-0.004	-0.0001	-0.0074
O	11.2357	1.2337	18.4326	0.001	0.0046	0.0036
O	20.9216	-0.9023	26.8471	-0.0056	-0.0043	-0.0008
O	30.2111	16.0917	10.0585	-0.0046	0.0007	0.0013
O	-1.4595	-3.4127	16.695	-0.0052	-0.0037	-0.0016
O	-13.1834	24.841	14.9153	0.0022	0.008	0.0005
O	7.4161	9.5178	25.5337	-0.0019	-0.0041	-0.0017
O	0.1652	16.3118	16.616	-0.0022	0.0098	-0.0078
O	25.9208	3.1399	24.0029	0.0014	0.0013	0.0025
O	34.7712	3.5153	21.0119	0.0042	0.0064	-0.0007

Results
free energy: -249710.603 eV
free energy less fixed offsets of O -568.88, Si -635.61 eV per atom: 9.157 eV

The program warned: the cutoff lies below the one the program advises for these potential files; the exchange-correlation potential is rough where the density is thin.
